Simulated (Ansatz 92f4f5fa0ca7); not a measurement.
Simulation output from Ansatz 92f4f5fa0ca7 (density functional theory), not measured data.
Periodic cell of 140 atoms, Si84O56, from a study of silicon, its oxide and their interface. The atomic structure is a simulated model.

Settings
functional: r2SCAN
potential files: Ansatz norm-conserving
basis: plane waves
wave-function cutoff: 1300 eV
density cutoff ratio: 4
exchange-correlation grid ratio: 1
k mesh: 2 x 2 x 1, shifted by 0.5 0.5 0.5 of a step
self-consistency stop: 5e-08 eV per atom in the density residual
occupations: Fermi-Dirac, 0.05 eV
spin: none
net charge: 0

Cell vectors (angstrom)
a  10.88  0  0
b  0  10.88  0
c  0  0  20.2942

Atoms: element, x, y, z (angstrom)
Si  0.0096  -0.0851  0.1134
Si  2.7536  2.6985  0.205
Si  -0.4629  5.9922  0.1269
Si  3.3057  7.6141  0.0877
Si  5.9634  -0.5298  0.0062
Si  7.6692  3.2055  -0.0136
Si  5.4825  5.3983  0.4775
Si  8.1785  8.15  0.458
Si  1.2725  1.4079  1.486
Si  4.0809  3.9816  1.6505
Si  1.3975  6.8149  1.4224
Si  4.2448  9.3807  1.4161
Si  6.8268  1.3505  1.329
Si  9.377  4.2127  1.3899
Si  6.8097  6.8009  1.7714
Si  9.6296  9.513  1.6295
Si  -0.0958  2.7752  2.8096
Si  2.7403  -0.0359  2.7421
Si  0.1229  8.1598  2.9197
Si  2.6425  5.3723  2.877
Si  5.4586  2.6004  2.8777
Si  8.2306  0.0768  2.8125
Si  5.438  8.1628  3.0188
Si  8.1785  5.4204  2.9876
Si  1.2733  4.0558  4.2604
Si  4.0776  1.2653  4.2044
Si  1.4398  9.5509  4.2427
Si  4.0377  6.7154  4.2656
Si  6.767  4.0399  4.2542
Si  9.5286  1.3994  4.2468
Si  6.8814  9.5864  4.2209
Si  9.6003  6.7735  4.2767
Si  0.0313  0.0093  5.6225
Si  2.6935  2.659  5.5632
Si  -0.0405  5.3833  5.7104
Si  2.7026  8.1011  5.5902
Si  5.5322  0.0425  5.581
Si  8.1491  2.737  5.5846
Si  5.4288  5.3967  5.6663
Si  8.1983  8.1533  5.5619
Si  1.3532  1.3906  7.047
Si  4.0265  3.9957  7.0039
Si  1.3078  6.7911  7.0381
Si  4.1995  9.4536  6.775
Si  6.8086  1.4923  7.014
Si  9.416  4.0068  7.0581
Si  6.8612  6.821  7.0065
Si  9.5285  9.4696  6.9653
Si  -0.0978  2.6975  8.4804
Si  2.9036  -0.0508  8.0796
Si  -0.1277  8.0382  8.4409
Si  2.7475  5.4526  8.3116
Si  5.3693  2.7332  8.5432
Si  8.2557  0.1068  8.1863
Si  5.5121  8.2721  8.3137
Si  8.1091  5.3943  8.4718
Si  0.5253  4.4629  9.9714
Si  4.4692  0.7797  9.5029
Si  1.0477  9.3981  9.9113
Si  4.2024  6.7375  9.5306
Si  6.4027  4.4844  9.8422
Si  9.8793  0.9737  9.7541
Si  6.3565  10.2554  9.2936
Si  9.9041  6.2623  9.682
Si  4.6501  -1.8144  13.5181
Si  7.4675  3.4584  15.5181
Si  2.3405  7.6963  12.0122
Si  9.2343  5.7583  15.3096
Si  9.1452  1.0637  15.5112
Si  -1.4758  0.7112  12.7892
Si  6.2915  4.741  12.8488
Si  -1.2607  9.2719  14.2138
Si  3.682  3.4704  13.8131
Si  15.6144  3.3094  16.5136
Si  -0.1274  5.8053  12.4006
Si  6.6207  10.7776  12.1378
Si  4.0181  11.7602  12.4924
Si  0.9378  4.1212  18.4805
Si  9.627  1.8936  18.4472
Si  1.9716  9.3681  18.2462
Si  14.9174  0.7632  18.3997
Si  0.621  7.543  15.9943
Si  2.35  15.8675  15.9453
Si  7.0565  7.4402  14.1434
O  0.9775  -0.9524  -0.8957
O  0.2384  5.4863  -1.2881
O  7.0643  3.9221  -6.2781
O  2.2868  3.7742  -0.9727
O  -1.6632  7.0968  -0.3732
O  2.8676  8.1839  -1.4024
O  4.4441  6.4359  -0.3472
O  7.1376  -1.6978  -0.3801
O  -1.7483  -0.5777  -4.8878
O  8.2237  2.6522  -1.4963
O  9.7396  0.6306  -0.8353
O  6.5106  4.3827  -0.4052
O  9.9674  5.6257  -6.4581
O  5.3826  10.8245  -1.4806
O  2.1314  4.6304  9.6763
O  7.8492  0.3208  13.0798
O  3.6024  0.5681  10.9537
O  2.4351  -1.3136  9.078
O  1.4392  8.9234  11.4322
O  0.2699  10.8331  9.9723
O  5.3208  5.6949  10.1486
O  0.2707  4.3856  11.6524
O  6.8489  4.1662  11.4318
O  7.7861  6.5537  15.317
O  9.5508  1.4164  11.3473
O  7.2529  10.3868  10.7069
O  9.75  6.6034  11.3618
O  12.1791  6.5975  12.6085
O  3.8047  4.6665  16.6574
O  4.6773  4.4754  13.003
O  3.2726  7.2286  10.78
O  3.4103  -2.7989  13.1959
O  8.3015  8.4261  13.7191
O  1.0614  8.6883  17.0593
O  10.8567  2.8722  18.7672
O  -1.0184  1.4083  16.9133
O  5.6836  8.2895  14.5873
O  -3.1681  1.8475  15.5847
O  -4.5933  3.7791  16.5996
O  2.9291  -0.2663  17.7388
O  6.5866  6.3523  13.0101
O  4.4966  2.7407  15.0123
O  2.4301  4.3094  14.4495
O  1.9349  6.5664  15.7667
O  10.1729  10.149  12.9459
O  5.7697  20.2782  12.3779
O  10.8949  -2.5023  14.708
O  8.8453  4.2759  15.8851
O  4.3701  2.0679  17.4781
O  3.183  13.0958  12.9131
O  10.2495  6.5284  16.3351
O  5.6276  12.0554  12.3355
O  -1.0279  12.4794  14.1088
O  3.477  1.3983  19.7839
O  3.9135  10.5541  13.6473
O  12.1248  4.2684  16.8874

Results
free energy: -35884.643 eV
free energy less fixed offsets of O -463.61, Si -117.95 eV per atom: -14.683 eV
pressure: -2.39 GPa
stress xx, yy, zz, yz, xz, xy (GPa, positive in tension): 2.14, 2.52, 2.49, 0.12, -0.12, -1.46

Forces (eV/angstrom), in the order of the atoms: element, x, y, z
Si  -0.1341  -0.1362  -0.4043
Si  0.1595  0.0246  -0.4167
Si  -0.3161  0.2364  -0.6149
Si  0.2604  -0.2129  -0.5994
Si  0.3813  -0.3842  -0.3332
Si  -0.2708  0.282  -0.4871
Si  -0.0417  0.0497  -0.6261
Si  -0.0598  -0.0805  -0.5274
Si  -0.0612  -0.085  -0.2493
Si  -0.1723  -0.0561  -0.207
Si  0.1289  0.0053  -0.2567
Si  -0.0637  0.0092  -0.2197
Si  -0.0109  -0.0472  -0.3055
Si  0.0465  -0.0598  -0.286
Si  0.1219  0.0089  -0.299
Si  0.0626  0.1111  -0.2127
Si  -0.1294  0.1577  -0.1656
Si  0.2617  -0.17  -0.2486
Si  0.0911  -0.1143  0.1276
Si  -0.0773  0.0237  0.0532
Si  0.1012  -0.1437  0.053
Si  -0.0545  0.1054  0.0685
Si  -0.1442  0.1127  0.1544
Si  -0.0254  -0.005  0.1306
Si  0.1318  -0.0047  0.0299
Si  -0.0058  0.1852  0.0423
Si  -0.1031  -0.028  0.057
Si  -0.0424  0.1179  -0.0178
Si  0.1651  0.0418  -0.0422
Si  -0.122  -0.1835  0.082
Si  -0.0141  0.0094  -0.052
Si  0.0103  -0.0904  -0.0452
Si  0.0546  0.0147  0.0735
Si  0.0671  -0.0669  0.0388
Si  -0.032  0.0737  0.1019
Si  0.11  -0.0769  0.1285
Si  0.0624  -0.0246  0.0355
Si  -0.268  0.1161  0.0059
Si  -0.0038  0.0045  0.1698
Si  0.0225  0.0087  0.1004
Si  -0.0824  -0.0006  0.0123
Si  0.1349  -0.0367  -0.1167
Si  0.0286  0.105  -0.1229
Si  0.0166  -0.0727  -0.3191
Si  0.0231  0.3092  -0.2217
Si  0.1103  0.0643  0.0479
Si  -0.0876  -0.0325  -0.012
Si  0.0629  -0.0621  -0.1186
Si  0.1722  0.2021  0.075
Si  0.0388  -0.4945  -0.059
Si  -0.0134  -0.0552  -0.1101
Si  0.0448  -0.4452  0.4067
Si  0.1894  0.223  -0.049
Si  -0.146  -0.0405  0.2068
Si  -0.2346  0.0028  0.2702
Si  -0.187  0.0151  -0.136
Si  0.1121  -0.709  0.7798
Si  -0.574  0.3535  0.6306
Si  0.1053  0.1699  0.5027
Si  0.3163  0.1907  0.4159
Si  -0.1154  0.1511  1.1171
Si  -0.0251  0.1022  0.7707
Si  0.8351  -0.7783  0.2495
Si  -0.3002  0.5346  0.8902
Si  0.2885  -0.193  0.2121
Si  -0.0647  0.049  0.0813
Si  0.1116  -0.0718  0.3498
Si  -0.1568  -0.0065  0.2141
Si  -0.2309  -0.1593  -0.3159
Si  0.3297  -0.0402  0.3034
Si  -0.0847  0.1364  0.2882
Si  -0.0333  -0.128  0.0142
Si  -0.0556  0.0345  -0.0278
Si  0.1682  0.2998  -0.1815
Si  -0.0859  0.0382  0.6132
Si  0.3944  -0.251  0.38
Si  -0.0014  0.3179  0.6362
Si  0.0829  0.1312  -0.4262
Si  -0.0074  -0.1688  -0.3396
Si  -0.3375  -0.1299  -0.2798
Si  -0.0406  0.3985  -0.2218
Si  -0.1494  -0.1827  -0.2668
Si  0.2039  0.216  -0.3497
Si  0.0916  0.0379  0.2207
O  -0.1166  0.2149  0.2644
O  -0.1138  -0.1446  0.376
O  -0.0969  0.0478  0.0022
O  -0.1071  -0.2448  0.383
O  0.4086  -0.1994  0.7145
O  0.0463  0.0198  0.4063
O  -0.2995  0.2311  0.6868
O  -0.2148  0.3507  0.5553
O  0.1109  0.25  -0.2124
O  0.1305  0.066  0.488
O  0.345  0.0264  0.209
O  0.1534  -0.3204  0.6307
O  0.1455  0.0813  -0.2523
O  -0.0476  -0.0716  0.3746
O  -0.1096  0.6342  -0.6577
O  -0.112  -0.0285  -0.2314
O  0.2694  -0.0958  -0.4302
O  -0.5411  0.5482  0.0417
O  -0.0013  0.0086  -0.4267
O  -0.0834  -0.3433  -0.1287
O  0.0458  -0.2239  -0.4382
O  0.0171  0.2435  -0.9098
O  -0.1351  0.0701  -0.9412
O  0.1579  0.012  -0.3119
O  0.023  -0.2304  -0.7169
O  -0.5039  0.3081  0.1209
O  0.3293  -0.2715  -0.7492
O  -0.1545  0.0422  -0.3183
O  -0.2159  -0.2942  -0.0978
O  0.1528  -0.1589  0.056
O  0.1136  -0.2234  -0.1131
O  -0.1973  0.0204  -0.3819
O  0.0197  -0.0351  0.0672
O  0.3561  0.1646  0.4084
O  -0.0512  0.0719  0.0801
O  -0.1489  0.2282  0.4568
O  -0.0498  0.0852  -0.3509
O  0.327  0.092  -0.0074
O  -0.1158  -0.171  -0.1886
O  0.1362  -0.0034  0.3482
O  0.0543  -0.1494  0.0589
O  -0.0885  0.2405  0.0632
O  0.2471  -0.0538  0.2703
O  -0.2507  -0.1113  0.1319
O  -0.3391  0.2531  0.0944
O  -0.1289  0.2613  -0.0143
O  -0.0727  -0.0796  0.1589
O  -0.1398  0.0373  -0.1623
O  -0.0688  -0.4267  0.2436
O  0.3346  -0.2833  -0.1537
O  0.1554  0.1282  -0.1854
O  -0.1958  -0.2867  -0.2336
O  -0.2637  -0.3754  -0.0618
O  -0.09  0.2006  0.0492
O  0.0947  0.2002  -0.4634
O  -0.0526  -0.0716  0.5429
